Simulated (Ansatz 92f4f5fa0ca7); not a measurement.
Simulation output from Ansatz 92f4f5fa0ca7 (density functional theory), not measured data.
Periodic cell of 351 atoms, Si241O110, from a study of silicon, its oxide and their interface. The atomic structure is a simulated model.
Doubt: the cutoff is far below the 930 eV that the study's wrapper takes by default for these files, so forces and energies are approximate.

Settings
functional: PBE
potential files: Ansatz PAW
basis: plane waves
wave-function cutoff: 580 eV
density cutoff ratio: 5
exchange-correlation grid ratio: 1
k mesh: 1 x 1 x 1, Gamma-centred
self-consistency stop: 5e-08 eV per atom in the density residual
occupations: fixed
spin: none
net charge: 0

Cell vectors (angstrom)
a, 11.6015, 0, 0
b, 0, 13.3963, 0
c, 0, 0, 40.2985

Atoms: element, x, y, z (angstrom)
Si, 0, 2.2327, 1.1851
Si, 3.8672, 2.2327, 1.1851
Si, 7.7343, 2.2327, 1.1851
Si, 1.9336, 5.5818, 1.1851
Si, 5.8008, 5.5818, 1.1851
Si, 9.6679, 5.5818, 1.1851
Si, 0, 8.9308, 1.1851
Si, 3.8672, 8.9308, 1.1851
Si, 7.7343, 8.9308, 1.1851
Si, 1.9336, 12.2799, 1.1851
Si, 5.8008, 12.2799, 1.1851
Si, 9.6679, 12.2799, 1.1851
Si, 1.9336, 1.1164, 1.9745
Si, 5.8008, 1.1164, 1.9745
Si, 9.6679, 1.1164, 1.9745
Si, 0, 4.4654, 1.9745
Si, 3.8672, 4.4654, 1.9745
Si, 7.7343, 4.4654, 1.9745
Si, 1.9336, 7.8145, 1.9745
Si, 5.8008, 7.8145, 1.9745
Si, 9.6679, 7.8145, 1.9745
Si, 0, 11.1635, 1.9745
Si, 3.8672, 11.1635, 1.9745
Si, 7.7343, 11.1635, 1.9745
Si, 1.9336, 1.1164, 4.3426
Si, 5.8008, 1.1164, 4.3426
Si, 9.6679, 1.1164, 4.3426
Si, 0, 4.4654, 4.3426
Si, 3.8672, 4.4654, 4.3426
Si, 7.7343, 4.4654, 4.3426
Si, 1.9336, 7.8145, 4.3426
Si, 5.8008, 7.8145, 4.3426
Si, 9.6679, 7.8145, 4.3426
Si, 0, 11.1635, 4.3426
Si, 3.8672, 11.1635, 4.3426
Si, 7.7343, 11.1635, 4.3426
Si, 0, 0, 35.958
Si, 3.8672, 0, 35.958
Si, 7.7343, 0, 35.958
Si, 1.9336, 3.3491, 35.958
Si, 5.8008, 3.3491, 35.958
Si, 9.6679, 3.3491, 35.958
Si, 0, 6.6981, 35.958
Si, 3.8672, 6.6981, 35.958
Si, 7.7343, 6.6981, 35.958
Si, 1.9336, 10.0472, 35.958
Si, 5.8008, 10.0472, 35.958
Si, 9.6679, 10.0472, 35.958
Si, 0, 0, 38.3261
Si, 3.8672, 0, 38.3261
Si, 7.7343, 0, 38.3261
Si, 1.9336, 3.3491, 38.3261
Si, 5.8008, 3.3491, 38.3261
Si, 9.6679, 3.3491, 38.3261
Si, 0, 6.6981, 38.3261
Si, 3.8672, 6.6981, 38.3261
Si, 7.7343, 6.6981, 38.3261
Si, 1.9336, 10.0472, 38.3261
Si, 5.8008, 10.0472, 38.3261
Si, 9.6679, 10.0472, 38.3261
Si, 0, 2.2327, 39.1155
Si, 3.8672, 2.2327, 39.1155
Si, 7.7343, 2.2327, 39.1155
Si, 1.9336, 5.5818, 39.1155
Si, 5.8008, 5.5818, 39.1155
Si, 9.6679, 5.5818, 39.1155
Si, 0, 8.9308, 39.1155
Si, 3.8672, 8.9308, 39.1155
Si, 7.7343, 8.9308, 39.1155
Si, 1.9336, 12.2799, 39.1155
Si, 5.8008, 12.2799, 39.1155
Si, 9.6679, 12.2799, 39.1155
Si, -4.9667, 5.4225, 27.1484
Si, 8.9996, -5.5797, 20.1066
Si, 6.1469, -6.3028, 20.0167
Si, -1.6251, 0.7503, 19.7512
Si, 4.0745, 2.656, 29.4115
Si, 9.7526, -1.1519, 28.7646
Si, -5.617, 4.0818, 29.0262
Si, 9.1303, 12.8261, 22.2693
Si, 5.9501, 6.045, 30.2619
Si, 3.909, 8.718, 31.791
Si, 9.6578, 5.5434, 32.3198
Si, 11.6967, 7.2362, 29.7601
Si, 0.9414, 0.0121, 29.4406
Si, 0.1365, 2.4413, 29.6184
Si, 5.0352, 0.2707, 20.2623
Si, 2.0158, 3.7566, 28.9661
Si, 6.8694, 9.0485, 28.474
Si, 11.6373, 8.6739, 31.843
Si, 5.1739, 4.3764, 25.6752
Si, 4.8025, 10.2596, 15.3806
Si, 8.0788, 10.038, 22.2101
Si, 2.0809, 5.9444, 29.8883
Si, 3.9352, 15.5951, 31.8335
Si, 10.031, 10.8376, 24.283
Si, 0.0097, 2.2821, 31.9917
Si, 5.775, -1.6023, 29.6999
Si, 7.7618, 2.1941, 31.9178
Si, 1.9833, 5.5462, 32.1785
Si, 5.8129, 5.5614, 32.4679
Si, 9.7277, 3.8027, 28.8609
Si, -1.8653, 5.9299, 30.0602
Si, 2.2321, 4.3126, 26.7268
Si, 7.778, 8.6826, 32.1016
Si, 1.767, 12.4031, 31.7027
Si, 5.7686, 12.1478, 32.0011
Si, 9.5514, 12.1528, 31.9594
Si, 1.9588, 1.1327, 32.7285
Si, 5.824, 1.0427, 32.6996
Si, 9.6882, 1.0505, 32.7202
Si, 0.0231, 4.4392, 32.8934
Si, 3.8735, 4.3496, 32.8668
Si, 7.7446, 4.3502, 32.9347
Si, 1.9892, 7.7802, 32.8443
Si, 5.7818, 7.8257, 32.9885
Si, 9.7405, 7.7751, 32.9737
Si, -0.0275, 11.0523, 32.5628
Si, 3.7261, 11.0811, 32.5165
Si, 7.6818, 10.9934, 32.7919
Si, 1.945, 1.1232, 35.131
Si, 5.803, 1.1101, 35.1141
Si, 9.6685, 1.1077, 35.1264
Si, 0.0066, 4.4608, 35.2245
Si, 3.8629, 4.4405, 35.2063
Si, 7.7405, 4.4422, 35.2475
Si, 1.9411, 7.8304, 35.1945
Si, 5.7904, 7.8391, 35.2854
Si, 9.6846, 7.8252, 35.2732
Si, 0.0007, 11.1351, 35.0538
Si, 3.8307, 11.1394, 35.0328
Si, 7.7303, 11.1331, 35.1631
Si, -0.011, 0.0075, 5.1262
Si, 3.8583, -0.001, 5.1185
Si, 7.7374, 0.0065, 5.1166
Si, 1.913, 3.3536, 5.0982
Si, 5.8097, 3.3711, 5.1121
Si, 9.6665, 3.3343, 5.0995
Si, -0.0007, 6.7225, 5.0683
Si, 3.8928, 6.7162, 5.2001
Si, 7.761, 6.6851, 5.1817
Si, 1.9449, 10.0473, 5.1779
Si, 5.786, 10.0272, 5.1758
Si, 9.6754, 10.0777, 5.0411
Si, -0.0336, 0.0491, 7.4919
Si, 3.8275, 0.057, 7.4729
Si, 7.7066, 0.0689, 7.4713
Si, 1.8554, 3.437, 7.4396
Si, 5.8184, 3.4739, 7.4648
Si, 9.6923, 3.3154, 7.4479
Si, 0.0794, 6.8425, 7.3888
Si, 4.034, 6.8041, 7.6301
Si, 7.9394, 6.685, 7.5865
Si, 1.9922, 10.0921, 7.5886
Si, 5.7728, 10.0204, 7.5839
Si, 9.6876, 10.2102, 7.352
Si, -0.0148, 2.241, 8.3616
Si, 3.8357, 2.3636, 8.0638
Si, 7.6978, 2.304, 8.2551
Si, -2.2089, 5.953, 11.9489
Si, 11.3878, 2.511, 10.7771
Si, 11.0485, 9.314, 10.5385
Si, -0.0396, 9.0993, 8.2234
Si, 3.8436, 8.9791, 8.6569
Si, 7.8562, 8.9961, 8.1301
Si, 1.8778, 12.3524, 8.2878
Si, 5.678, 12.3199, 10.4995
Si, 7.6161, 15.6852, 10.6089
Si, -4.0191, 7.6115, 11.5204
Si, -1.4013, -3.9091, 17.7932
Si, 2.4393, -1.436, 16.2145
Si, 2.0056, 5.7183, 8.0991
Si, 5.9915, 5.6495, 8.442
Si, 13.1636, 1.2197, 17.5621
Si, 4.664, 7.7043, 13.8159
Si, 6.0756, 5.7099, 10.8759
Si, 4.2747, 5.7196, 18.0537
Si, 3.6484, 11.5654, 11.5023
Si, 2.5636, 9.4482, 21.41
Si, 9.4555, 14.7121, 11.6744
Si, 7.6451, -2.1442, 11.3732
Si, 8.4277, 1.9339, 13.8311
Si, 9.6181, -1.0013, 8.337
Si, 3.3738, 9.0973, 11.282
Si, 5.7785, -1.0932, 8.1843
Si, 11.3739, -1.8971, 11.5652
Si, 5.5496, 14.6152, 11.1947
Si, 3.7736, 4.8145, 11.1213
Si, 9.4974, 12.5625, 10.7601
Si, 0.8892, 4.6014, 14.8104
Si, 3.7799, 15.922, 10.3413
Si, 13.3189, 12.5941, 10.6381
O, -10.5065, -6.4379, 23.9969
O, -3.0292, 9.1034, 20.9903
O, 13.0955, 4.8574, 16.2934
O, 14.015, 26.9421, 16.6322
O, 4.4355, -3.3399, 25.9822
O, -12.9757, -1.0696, 15.8117
O, 15.7337, -4.1282, 21.7318
O, 9.0382, 23.1907, 23.5168
O, 7.0753, 8.5576, 12.8556
O, 31.0822, 3.455, 13.4452
O, -22.0341, 11.7001, 15.2292
O, -7.2717, -12.0624, 14.3857
O, -4.8175, -12.6084, 26.754
O, 14.9454, 0.6152, 23.0886
O, 15.8681, -14.7055, 29.0865
O, 11.9129, 4.259, 18.5548
O, 2.0788, -0.0567, 28.2584
O, -1.6787, 32.4409, 22.9692
O, -13.7431, 1.8814, 15.1343
O, -7.7665, -15.2368, 15.4887
O, -1.2253, 17.7534, 20.7113
O, 11.9554, 21.4393, 26.3394
O, 15.5637, 12.6828, 26.5198
O, 13.007, -7.7148, 26.3257
Si, -4.9082, 0.4903, 17.6618
Si, 7.5329, 0.6793, 28.2136
Si, 8.1055, 2.2284, 23.2374
Si, 15.2847, 13.2131, 28.0549
Si, 3.5204, 4.9587, 13.3993
Si, -2.5059, 5.1618, 26.9242
Si, -0.4126, -6.4585, 13.1728
Si, 19.3594, -10.749, 29.546
Si, -3.6357, -10.6302, 19.0309
Si, 11.0996, 1.8171, 15.2721
Si, -7.678, 0.7394, 12.9118
Si, 4.0654, -6.0964, 29.6249
Si, 15.3954, -1.9451, 25.4386
Si, 9.3854, -1.0459, 17.2329
Si, 6.7705, 20.2956, 15.1853
Si, 5.7087, -11.7204, 15.232
Si, 1.3216, -2.1949, 23.7246
Si, 36.7808, -11.9275, 11.4432
Si, 13.0581, -19.6581, 25.5694
Si, 13.2196, 5.8205, 10.3737
Si, 10.9424, 18.3171, 10.4155
Si, 17.9548, 1.5617, 25.3946
Si, 1.1203, 7.8442, 11.4984
Si, 9.9617, 32.2867, 8.2683
Si, -4.2588, -3.2805, 13.4459
Si, 16.3577, -0.1953, 23.2254
Si, -2.3122, 10.4399, 27.3605
Si, 9.4063, -4.7989, 14.9208
Si, 1.7107, -6.6654, 22.5067
Si, 8.5595, 9.3097, 10.3179
Si, 5.373, -5.0813, 17.5319
Si, 5.5997, 4.1011, 15.5904
Si, -0.1904, -1.0202, 14.6473
Si, 1.7542, 14.0141, 22.7008
Si, -13.0873, 4.3638, 23.9639
Si, 3.9512, 18.151, 22.8852
Si, -6.2144, 7.5089, 27.533
Si, 10.9413, -5.6264, 27.5993
Si, 7.8545, 7.4992, 29.9932
Si, 1.9349, 0.1231, 19.649
Si, 24.6298, -2.7378, 18.8155
Si, -10.1733, 16.6176, 24.1352
Si, 10.6841, 16.9616, 19.3372
Si, 16.9636, 8.5925, 22.5382
Si, 1.7372, 4.2197, 17.7663
Si, 22.3169, 19.1063, 21.5376
Si, -3.8255, 17.6163, 11.941
Si, -18.7901, -4.9523, 25.6089
Si, 5.9298, 16.5613, 21.1338
O, 15.7094, 7.2471, 17.4405
O, 0.1139, -25.2484, 16.7771
O, 2.8743, 7.9033, 25.6354
O, -1.4897, -0.1271, 18.384
O, -5.7749, -4.9616, 19.1038
O, -26.936, 12.9188, 17.0758
O, 26.7327, 19.9132, 13.9466
O, 6.7731, 32.0494, 15.3536
O, 10.5837, -5.084, 13.8347
O, 22.9782, -0.9778, 28.8414
O, -3.3332, 14.1342, 22.6415
O, 28.5294, -0.4722, 21.7077
O, 10.26, 7.0574, 20.7797
O, 20.7112, 13.5926, 28.0525
O, 21.8058, 9.1957, 27.8697
O, 7.2057, 2.0582, 17.7844
O, 19.9586, 20.7192, 14.9115
O, 12.5929, -0.6718, 23.3005
O, 16.6026, -5.2101, 24.084
O, -9.5327, 17.6988, 13.7416
O, -7.0631, -14.995, 24.0221
O, -13.3563, 20.0256, 27.0871
O, 54.1555, 6.7793, 19.9265
O, 6.8742, -10.4762, 22.4309
O, -13.7184, -5.0605, 18.6617
O, 11.6292, 0.5848, 14.3151
O, 1.5656, 14.1919, 21.0935
O, 6.1103, -13.4992, 19.0766
O, 21.0056, 18.028, 25.3973
O, 39.5792, 4.2196, 21.5866
O, -18.1996, 18.2984, 24.1256
O, 16.7191, 1.8687, 20.5751
O, 5.2737, 16.1305, 25.706
O, 23.1737, -3.0279, 24.0628
O, 10.2357, -17.9188, 16.2901
O, -13.9682, 12.0937, 30.3153
O, -2.3184, -2.5638, 17.7973
O, 21.784, 13.2167, 21.071
O, -3.8598, 9.8864, 27.3435
O, -3.4253, 11.6051, 21.7474
O, 15.9137, 28.0876, 28.4301
O, 6.8009, 12.7933, 28.9191
O, 16.882, 5.8738, 19.3449
O, -0.4625, -1.8038, 13.2409
O, -16.6468, 9.6884, 22.6113
O, -17.4385, -12.7597, 24.192
O, -3.8718, -11.1874, 24.8208
O, -0.5474, 1.9906, 19.6548
O, 11.6773, 9.8476, 18.3957
O, 18.1585, -5.7815, 16.652
O, 23.1679, -10.1245, 14.7389
O, 13.6515, 37.4014, 22.4084
O, 35.9117, 12.0938, 19.5399
O, 4.4625, 21.6261, 12.2194
O, 17.6979, 10.5966, 14.4243
O, -17.6518, 14.0473, 16.5174
O, 32.8744, 10.9201, 25.8538
O, 20.1211, 1.4894, 19.9169
O, -6.9356, 4.1785, 14.2442
O, 3.7891, -0.9332, 12.9412
O, 0.7336, 19.1074, 21.7093
O, 38.8706, 8.9668, 14.692
O, 9.264, 3.61, 18.4948
O, 17.422, 20.711, 21.608
O, 11.7144, 4.1612, 24.1216
O, 0.0821, -7.4576, 14.385
O, -22.2005, 15.2263, 23.4573
O, 30.1372, 3.6556, 19.9264
O, 21.4604, -1.0686, 23.634
O, 25.5529, -16.9921, 19.8403
O, 26.4531, 19.582, 22.5316
O, -8.7792, -8.2434, 18.5476
O, 5.1451, -3.5886, 16.9265
O, -6.7691, -8.7771, 16.968
O, 37.5101, -9.6119, 23.2946
O, 13.2986, -5.2799, 21.6869
O, 15.3964, -8.6508, 26.4888
O, 7.0497, 14.5867, 14.368
O, 25.4256, -15.6103, 25.0854
O, -21.356, -10.3214, 25.71
O, 3.5661, -0.1445, 19.6836
O, 13.9061, -2.4419, 17.485
O, -2.9751, 23.3638, 14.4668
O, -2.1105, -23.727, 23.195
O, 48.7164, 2.686, 17.6467
O, -17.0675, -3.1848, 29.4165

Results
free energy: -215752.306 eV
free energy less fixed offsets of O -568.88, Si -635.61 eV per atom: 6.504 eV

Forces (eV/angstrom), in the order of the atoms: element, x, y, z
Si, 0.0006, -0.0522, -0.0085
Si, -0.0003, -0.0707, 0.041
Si, 0.0141, -0.0225, 0
Si, -0.0054, -0.0342, 0.0002
Si, 0.0156, -0.0124, 0.0101
Si, 0.0079, -0.0252, -0.0385
Si, -0.013, 0.0158, 0.0409
Si, -0.0329, 0.0077, 0.0069
Si, 0.0007, 0.0072, -0.0041
Si, -0.0126, 0.0191, -0.0245
Si, 0.0049, 0.0214, -0.0104
Si, 0.0076, 0.066, 0.0468
Si, -0.0272, 0.0006, 0.0145
Si, -0.0156, 0.0234, 0.007
Si, -0.0012, -0.0231, 0.0247
Si, -0.0519, 0.045, -0.0134
Si, -0.0273, 0.1068, -0.0258
Si, 0.039, 0.0425, -0.0104
Si, 0.1329, 0.0245, -0.0121
Si, 0.0638, -0.0304, -0.0333
Si, -0.0563, 0.0112, -0.0224
Si, 0.1436, 0.0241, -0.0156
Si, 0.0157, -0.0238, -0.025
Si, -0.1323, 0.0046, -0.0248
Si, -0.1158, -0.0153, -0.1045
Si, -0.0297, 0.0851, 0.0586
Si, -0.0065, -0.064, -0.3017
Si, -0.1562, 0.0583, -0.2475
Si, -0.02, 0.2267, 0.2189
Si, 0.1404, 0.1215, -0.1501
Si, 0.312, 0.1364, 0.1204
Si, 0.1974, -0.0761, 0.2123
Si, -0.1758, 0.0526, -0.1989
Si, 0.369, 0.1593, -0.1093
Si, 0.0033, -0.1013, 0.0666
Si, -0.3201, 0.0528, -0.0144
Si, 0.0566, -0.2035, -0.6367
Si, 0.0175, -0.2187, -0.6007
Si, -0.0207, -0.0961, -0.3651
Si, 0.0118, -0.1851, 0.3496
Si, -0.0531, -0.2999, 0.226
Si, 0.1493, -0.2759, 0.2875
Si, 0.2646, -0.0268, 0.3343
Si, -0.1553, -0.1383, 0.1885
Si, 0.0157, -0.0706, 0.1971
Si, -0.0927, 0.19, -0.2072
Si, -0.3425, 0.4211, 0.0872
Si, 0.1954, 0.2606, 0.0814
Si, 0.0165, -0.0616, 0.0404
Si, 0.0269, -0.0972, 0.0215
Si, -0.0099, -0.003, 0.0254
Si, -0.006, -0.0835, -0.0039
Si, -0.0208, -0.1129, -0.0007
Si, 0.057, -0.1142, -0.0008
Si, 0.095, -0.0329, 0.0011
Si, -0.0632, -0.0808, 0.0133
Si, 0.0085, -0.0451, 0.0157
Si, -0.029, 0.0917, 0.0151
Si, -0.1269, 0.1801, 0.0105
Si, 0.0669, 0.1321, 0.0016
Si, -0.0006, 0.0737, 0.0193
Si, -0.0061, 0.0838, -0.0136
Si, -0.0069, 0.0398, 0.0012
Si, -0.0079, 0.0278, 0.0551
Si, -0.0079, 0.0158, -0.0072
Si, 0.0022, 0.0261, -0.0028
Si, 0.0068, -0.0169, -0.0117
Si, 0.0438, -0.0009, -0.0404
Si, -0.0043, -0.0056, -0.0836
Si, 0.0234, -0.0243, -0.0101
Si, -0.0166, -0.0382, 0.0332
Si, -0.0076, -0.0715, -0.0042
Si, -0.0276, -0.0087, -0.019
Si, 0.0081, 0.0084, 0.007
Si, -0.0108, -0.0054, -0.0038
Si, 0.0081, 0.0047, -0.0081
Si, -0.0067, 0.0225, 0.0124
Si, -0.0173, 0.0067, 0.0107
Si, 0.0009, 0.0052, 0.0066
Si, -0.0018, 0.0051, 0.0108
Si, 0.0008, -0.012, 0.0216
Si, -0.0038, 0.0131, 0.0133
Si, -0.001, 0.0033, -0.0182
Si, 0.0111, 0.005, -0.0164
Si, -0.0075, -0.009, -0.0144
Si, 0.004, -0.0065, 0
Si, -0.0049, -0.0069, -0.0003
Si, -0.0017, -0.0127, -0.0045
Si, 0.0095, 0.0226, 0.0045
Si, -0.0032, 0.0081, 0.0149
Si, -0.0185, -0.0073, -0.0035
Si, -0.0159, -0.0495, -0.0668
Si, 0.0011, -0.0037, 0.0147
Si, 0.0017, 0.0249, 0.0092
Si, -0.001, -0.0037, 0.0164
Si, -0.0148, 0.0011, 0.0189
Si, -0.0019, 0.0055, 0.0033
Si, -0.0224, -0.0064, -0.0057
Si, 0.0004, -0.0038, 0.0034
Si, 0.0031, -0.0045, 0.0025
Si, 0.0037, -0.0002, -0.006
Si, -0.0125, -0.008, -0.0053
Si, -0.007, 0.0075, 0.0297
Si, 0.0068, 0.0038, -0.0142
Si, 0.0036, -0.0055, 0.008
Si, -0.0044, -0.0074, 0.007
Si, 0.0042, 0.007, -0.014
Si, 0.0019, -0.0021, 0.0168
Si, -0.0021, -0.0113, 0.0033
Si, -0.0015, -0.002, 0.0025
Si, 0.0042, 0.0004, -0.0016
Si, -0.0035, 0.0024, -0.0029
Si, -0.0045, 0.0043, 0.0009
Si, 0.0024, 0.0085, -0.0003
Si, -0.0024, 0.0016, 0.0039
Si, -0.0006, -0.0043, -0.0002
Si, 0.0002, 0.0015, 0.0031
Si, -0.0012, 0.004, -0.003
Si, 0.0046, 0.0027, 0.0016
Si, -0.0021, 0.0078, -0.0065
Si, 0.0018, -0.0025, 0.0058
Si, -0.0007, 0.0019, 0.0033
Si, 0.0014, 0.0029, 0.0009
Si, 0.0012, -0.0024, 0.0044
Si, 0.0012, 0.0004, 0.0056
Si, -0.0034, 0.0048, 0.0064
Si, 0.0027, 0.0004, 0.0038
Si, 0.0004, -0.0043, 0.0016
Si, -0.004, 0.0017, 0.0021
Si, 0.0031, 0.0025, 0.0023
Si, -0.0002, 0.001, 0.0072
Si, 0.0003, 0.0008, -0.0006
Si, 0.0043, -0.0005, 0.0004
Si, 0.0009, 0.0018, -0.0005
Si, -0.0047, 0.0064, -0.0032
Si, -0.0008, -0.002, 0.0005
Si, 0.0004, -0.0106, 0.0012
Si, 0.0004, 0.0081, -0.0042
Si, -0.0017, 0.004, 0.0054
Si, -0.0009, 0.0052, -0.0025
Si, -0.0031, 0.0106, 0.0027
Si, 0.004, -0.0037, -0.0075
Si, -0.0023, -0.0011, -0.0034
Si, 0.0008, -0.0071, 0.0052
Si, 0.0025, -0.0035, -0.0008
Si, 0.0042, 0.0009, 0.005
Si, 0.0063, -0.0096, -0.0011
Si, 0.0078, -0.0009, 0.0052
Si, -0.0068, 0.0111, 0.004
Si, 0.0081, -0.0083, 0.0088
Si, 0.0053, -0.0126, 0.0005
Si, -0.0047, -0.0079, -0.0079
Si, 0.0073, -0.0094, -0.0119
Si, 0.0051, 0.0082, 0.0063
Si, 0.0006, 0.0127, 0.0078
Si, -0.0016, 0.0019, 0.0006
Si, -0.0053, -0.0074, -0.0043
Si, -0.0122, -0.0116, -0.0012
Si, -0.0018, 0.0066, -0.0148
Si, -0.0141, 0.1438, -0.114
Si, 0.0014, 0.0364, 0.0014
Si, -0.0046, 0.0133, -0.0189
Si, -0.0097, -0.0037, 0.0186
Si, -0.0011, -0.0139, -0.0118
Si, 0.0004, -0.0157, -0.0135
Si, -0.0039, -0.0028, 0.0072
Si, -0.0006, -0.0117, -0.0222
Si, -0.009, -0.003, 0.0211
Si, 0.0546, -0.2418, 0.1962
Si, -0.0016, -0.0057, -0.0203
Si, 0.0055, 0.0121, -0.017
Si, -0.0194, 0.013, 0.0053
Si, 0.0083, -0.0083, 0.0091
Si, 0.0078, -0.0149, 0.0153
Si, 0.0514, 0.0024, -0.0189
Si, -0.0271, 0.0254, -0.0341
Si, -0.0006, -0.016, -0.0194
Si, 0.0012, -0.0083, -0.0163
Si, 0.0002, 0.0017, 0.0109
Si, 0.0043, -0.0184, -0.0186
Si, -0.0057, -0.0134, 0.0188
Si, 0.0107, -0.0219, 0.0267
Si, -0.0003, 0.0046, 0.0081
Si, 0.0017, 0.0001, 0.0279
Si, -0.0035, -0.0005, 0.0111
Si, -0.0049, 0.0016, -0.027
Si, -0.0178, -0.007, 0.0168
Si, -0.0113, 0.0021, 0.0496
Si, 0.0033, 0.005, 0.0115
Si, 0.0411, -0.0103, 0.0167
Si, -0.0001, 0.0126, -0.0107
Si, -0.0043, -0.0197, -0.0054
O, 0.0021, -0.0015, 0.0001
O, 0.0021, -0.0119, 0.0125
O, -0.005, -0.0191, -0.0082
O, 0.0018, -0.0135, 0.0053
O, -0.0052, -0.0023, 0.0051
O, -0.0064, -0.0009, 0.004
O, -0.0033, -0.0021, 0.0004
O, -0.0165, 0.0113, -0.0288
O, 0.0082, 0.0783, -0.0122
O, -0.0106, 0.0162, -0.0169
O, -0.0102, 0.0011, 0.002
O, -0.0146, -0.0058, -0.0155
O, 0.0007, -0.003, 0.0058
O, 0.0024, -0.0023, -0.0014
O, 0.0128, -0.0007, 0.0118
O, 0.0005, -0.0048, 0.0065
O, -0.0053, -0.0019, 0.0094
O, -0.0007, 0.0011, -0.0001
O, 0.0071, -0.0042, 0.0008
O, 0.0061, -0.0149, 0.0128
O, 0.003, -0.0002, -0.0035
O, -0.0013, 0.0029, 0.0039
O, -0.0065, -0.0093, -0.0036
O, 0.0073, -0.0022, 0.001
Si, -0.006, 0.0068, -0.0153
Si, 0.0241, -0.0051, -0.0162
Si, -0.0041, -0.0025, 0.0092
Si, -0.0015, -0.0084, 0.0035
Si, 0.0276, 0.0128, -0.0146
Si, 0.0089, -0.0006, 0.011
Si, 0.0017, 0.0034, 0.011
Si, 0.0059, -0.0137, 0.0074
Si, 0.0013, -0.0039, -0.0076
Si, -0.005, 0.0026, -0.0084
Si, 0.0136, 0.0085, -0.0095
Si, -0.0166, -0.0136, -0.0173
Si, 0.0053, 0.0117, 0.0182
Si, 0.0019, 0.0079, -0.0117
Si, -0.0094, 0.0064, -0.0468
Si, -0.0107, 0.0217, 0.0023
Si, -0.0049, -0.0018, -0.0006
Si, 0.0094, -0.0095, 0.009
Si, -0.0042, -0.0149, 0.0052
Si, 0.0135, -0.0093, 0.0027
Si, 0.0133, -0.0766, 0.0297
Si, 0.0049, -0.0051, 0.011
Si, 0.0162, 0.0023, 0.0064
Si, -0.044, 0.0524, 0.0266
Si, -0.0529, -0.0514, 0.003
Si, 0.0051, 0.0041, 0.0145
Si, 0.0144, -0.0087, -0.0183
Si, -0.0292, -0.0289, 0.0024
Si, 0.0017, -0.0019, 0.0151
Si, 0.03, 0.0325, -0.0026
Si, 0.0184, -0.0202, -0.0188
Si, -0.0241, 0.0241, -0.0252
Si, 0.0076, -0.0005, 0.0031
Si, -0.0103, 0.0105, 0.0037
Si, 0.0117, 0.0032, 0.0065
Si, 0.0028, 0.0065, 0.0108
Si, -0.0075, 0.0089, 0.0195
Si, -0.0205, 0.0174, 0.01
Si, 0.0005, -0.0016, 0.0029
Si, -0.0256, 0.0123, -0.0241
Si, -0.0003, 0.0062, -0.002
Si, -0.0066, -0.002, 0.0068
Si, -0.0004, 0.002, -0.0077
Si, -0.0015, 0.002, 0.0048
Si, -0.0015, 0.0097, -0.0241
Si, -0.005, -0.0095, 0.0067
Si, -0.026, 0.0737, -0.0427
Si, -0.0131, -0.0035, -0.0098
Si, -0.0055, 0.0068, 0.005
O, -0.0065, 0.0044, 0.0111
O, -0.0079, -0.0001, 0.0107
O, 0.0123, 0.0058, 0.0029
O, -0.01, -0.0058, 0.0047
O, -0.0014, 0.0034, 0.0121
O, 0.003, -0.0005, 0.0107
O, -0.0061, -0.0183, -0.0138
O, -0.0112, -0.0284, 0.0053
O, 0.014, -0.017, -0.0164
O, 0.0163, 0.0052, 0.0046
O, 0.0007, 0.0034, 0.0024
O, -0.0025, -0.0003, 0.0032
O, -0.0223, 0.0159, -0.0147
O, -0.0196, 0.0036, 0.0102
O, 0.0166, -0.0105, -0.0074
O, -0.0017, -0.009, 0.0148
O, 0.0141, 0.018, 0.0029
O, -0.0033, -0.009, 0.0035
O, 0.0006, 0.0001, 0.0027
O, -0.0237, 0.001, 0.0074
O, -0.0039, 0.0021, -0.004
O, 0.0101, 0.007, 0.0058
O, 0.0079, 0.0035, 0.0055
O, 0.0093, -0.0076, 0.008
O, -0.0082, -0.0014, 0.0278
O, -0.007, -0.0048, 0.0142
O, -0.0011, -0.0001, 0.0145
O, -0.0039, 0.0027, 0.0096
O, 0.0071, 0, -0.0103
O, 0.0017, -0.0022, -0.0024
O, -0.0038, -0.0006, 0
O, 0.0006, 0.0013, 0.001
O, 0.0043, 0.0149, 0.0028
O, 0.0027, 0.0107, -0.0019
O, 0.0022, 0.0058, 0.0097
O, 0.0046, -0.0007, -0.0134
O, -0.0024, 0.0007, 0.0071
O, -0.002, -0.0033, 0.0076
O, -0.0006, 0.0142, 0.0159
O, 0.0006, -0.0136, 0.0003
O, -0.0054, -0.0329, -0.0161
O, -0.0024, -0.0006, 0.0071
O, -0.0024, 0.0027, 0.0065
O, -0.0055, 0.0024, 0.0206
O, 0.0139, 0.0005, -0.0063
O, -0.0094, -0.0041, -0.0056
O, -0.0067, -0.0087, -0.0067
O, -0.0022, 0.0011, -0.0009
O, 0.0003, 0.0029, 0.0052
O, -0.0091, 0.0128, 0.0526
O, -0.0123, 0.0009, 0.0015
O, -0.008, 0.0008, 0.0017
O, -0.0009, -0.0085, 0.004
O, -0.0158, 0.0147, -0.0226
O, -0.0083, -0.0391, 0.0011
O, 0.0044, -0.0001, 0.0136
O, -0.0069, -0.0071, 0.0199
O, -0.006, 0.0026, -0.0013
O, 0.0071, -0.0025, 0.0456
O, 0.0036, 0.0139, 0.0162
O, -0.0021, 0.0012, -0.0001
O, 0.0094, 0.0965, 0.0704
O, 0.0028, 0.0028, 0.0076
O, 0.0002, 0.0008, -0.0014
O, -0.0091, -0.0041, 0.0032
O, -0.0186, 0.0293, -0.0018
O, -0.0002, 0.0022, 0.0009
O, -0.003, -0.0012, 0.0063
O, -0.0022, -0.0075, -0.002
O, -0.0035, -0.0025, 0.0061
O, -0.0087, 0.0044, -0.0008
O, -0.0015, -0.0002, 0.0071
O, -0.0052, 0.0086, -0.0102
O, -0.0016, 0.0019, 0.0007
O, 0.0027, -0.0018, 0.0033
O, -0.0002, 0.0032, -0.0037
O, -0.0019, -0.0006, 0.0032
O, 0.0012, -0.0057, -0.0022
O, -0.0019, -0.0005, -0.0002
O, 0.0017, 0.0041, 0.0091
O, 0.0128, -0.0033, 0.0067
O, -0.0082, -0.0001, 0.0143
O, -0.03, 0.0118, -0.0006
O, -0.0036, -0.0001, 0.0002
O, -0.0103, 0.0144, 0.0073
O, 0.0037, 0.0034, -0.0077

The program warned: the cutoff lies below the one the program advises for these potential files; the exchange-correlation potential is rough where the density is thin.
